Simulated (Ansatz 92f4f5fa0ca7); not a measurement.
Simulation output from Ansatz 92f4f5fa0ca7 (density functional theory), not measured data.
Periodic cell of 225 atoms, Si133O88H4, from a study of silicon, its oxide and their interface. The atomic structure is a simulated model.
Doubt: the cutoff is far below the 930 eV that the study's wrapper takes by default for these files, so forces and energies are approximate.
This geometry differs little from another in the collection (a relaxation step or a small displacement).

Settings: functional PBE; potential files Ansatz PAW; basis plane waves; wave-function cutoff 580 eV; density cutoff ratio 5; exchange-correlation grid ratio 1; k mesh 1 x 1 x 1, Gamma-centred; self-consistency stop 5e-08 eV per atom in the density residual; occupations fixed; spin none; net charge 0.

Cell vectors (angstrom)
a	10.938	0	0
b	0	10.938	0
c	0	0	31.948

Atoms and the computed forces on them: element, x, y, z (angstrom), force x, y, z (eV/angstrom)
Si	0.2992	10.5438	24.4006	0.0032	0.0045	0.0057
Si	5.2274	0.1442	24.5319	-0.0036	-0.0012	-0.0034
Si	2.978	2.3435	24.5293	-0.0034	-0.003	0.0036
Si	7.9387	2.9248	24.5032	0	0.0031	0.0001
Si	10.6305	5.4224	24.4478	-0.0037	-0.0003	-0.0001
Si	5.7709	5.204	24.4413	0.003	0.0024	0.0051
Si	2.593	8.3564	24.5399	0.0008	0.0033	-0.0026
Si	8.5285	7.7776	24.4233	-0.0012	-0.0009	0.0022
Si	1.3637	1.2275	25.8078	-0.0009	0.001	-0.0052
Si	6.8221	1.3163	25.8031	0.004	-0.0011	-0.0016
Si	4.1433	4.0257	25.7275	-0.0003	0.0012	-0.002
Si	9.4812	4.0244	25.9104	0.0016	-0.0011	-0.0003
Si	1.3662	6.6758	25.6706	0.0002	0.0004	0.0003
Si	6.9039	6.7522	25.8098	-0.0012	0.0008	-0.0019
Si	4.0914	9.5342	25.9025	0.0048	-0.002	-0.0019
Si	9.6129	9.4411	25.714	-0.0002	0	-0.001
Si	2.7229	-0.0515	27.2592	-0.0039	0	0.0077
Si	8.2433	-0.0798	27.0875	0.0008	-0.0012	0.0014
Si	0.007	2.6513	27.143	0.0017	-0.0006	-0.0009
Si	5.4733	2.6915	27.1893	-0.0025	0.001	0.0064
Si	2.7584	5.3929	27.0877	0.0015	-0.0011	0.0022
Si	8.1908	5.4277	27.276	-0.0012	0.0007	0.0019
Si	0.0432	8.0989	27.1181	-0.0017	-0.0012	0.0049
Si	5.5167	8.1451	27.1507	0.0006	-0.0016	-0.0023
Si	4.0954	1.3521	28.5661	0	0.0012	-0.0015
Si	9.5749	1.3013	28.5067	-0.0002	-0.0027	-0.0006
Si	1.3753	4.0595	28.4911	0.0019	-0.0011	-0.0014
Si	6.8163	4.0558	28.5843	-0.0022	-0.0015	0.0012
Si	4.1067	6.7869	28.491	-0.0008	-0.0025	-0.0013
Si	9.5973	6.8138	28.5524	0.0036	0.0009	-0.0022
Si	1.3573	9.4873	28.5474	0.0028	-0.0035	-0.0029
Si	6.8636	9.5412	28.5078	0.002	-0.0011	-0.001
Si	0.0097	-0.0353	29.8938	-0.0033	-0.0032	0.0012
Si	5.4887	-0.0183	29.8906	-0.0006	0.003	-0.0004
Si	2.7334	2.7339	29.9039	0.0014	-0.001	0.0004
Si	8.2232	2.6973	29.8969	-0.0048	0.0007	-0.0007
Si	0.0263	5.4422	29.8907	-0.0021	0.0035	-0.0003
Si	5.4622	5.4568	29.9066	-0.0008	-0.005	-0.0001
Si	2.758	8.1657	29.8941	-0.0047	0.0012	-0.0004
Si	8.2229	8.1927	29.8988	0.0022	0.0018	0.0003
Si	1.3673	1.3673	31.2643	-0.0226	-0.1057	-0.0501
Si	6.8362	1.3673	31.2643	0.0657	-0.1523	0.0019
Si	4.1018	4.1018	31.2643	-0.1003	-0.0148	0.1252
Si	9.5708	4.1018	31.2643	0.1408	-0.1166	-0.1201
Si	1.3673	6.8362	31.2643	0.103	-0.183	-0.0275
Si	6.8362	6.8362	31.2643	0.0255	0.0006	-0.0455
Si	4.1018	9.5708	31.2643	0.1105	-0.0971	-0.12
Si	9.5708	9.5708	31.2643	0.0125	-0.0047	0.1183
Si	2.7345	0	0.6835	0.0691	0.1114	0.0104
Si	8.2035	0	0.6835	-0.145	0.0953	0.0394
Si	0	2.7345	0.6835	-0.133	0.195	-0.0238
Si	5.469	2.7345	0.6835	-0.0257	0.0048	-0.0438
Si	2.7345	5.469	0.6835	-0.0482	0.1403	0.1309
Si	8.2035	5.469	0.6835	-0.031	0.0233	0.0947
Si	0	8.2035	0.6835	0.0296	-0.0891	-0.0924
Si	5.469	8.2035	0.6835	-0.0507	0.1715	0.0381
Si	4.102	1.3864	2.061	0.0013	0.0039	-0.0011
Si	9.5347	1.4124	2.0372	0.0057	-0.0045	0.0004
Si	1.3433	4.1321	2.0527	0.0024	-0.0016	0.0002
Si	6.8134	4.115	2.0543	-0.0031	-0.0032	-0.0006
Si	4.1024	6.8579	2.0588	0.0043	0.0009	-0.0008
Si	9.5629	6.8571	2.0561	0.0013	0.0024	-0.0009
Si	1.3779	9.5621	2.0307	-0.0036	0.0013	0.0001
Si	6.8125	9.5992	2.0602	0.0033	-0.0026	0.0002
Si	-0.0101	0.0241	3.3091	-0.0007	0.0031	-0.0044
Si	5.4699	0.047	3.4686	0.0014	0.001	0.0044
Si	2.738	2.7925	3.3936	-0.0008	0.002	0.0028
Si	8.1605	2.7676	3.4492	-0.0035	0	0.0016
Si	-0.0131	5.5097	3.4488	0.0003	0.0002	-0.0012
Si	5.4793	5.5115	3.4265	-0.0019	0.0011	0.0058
Si	2.7661	8.2535	3.4417	0.0021	0.0024	0.0013
Si	8.1926	8.2447	3.4054	-0.0041	0.0017	0.0045
Si	1.3717	1.3477	4.6505	0.0005	-0.0022	-0.012
Si	6.7939	1.4401	4.8832	-0.0013	0.0008	-0.0013
Si	4.0459	4.215	4.7874	0.0034	0.0003	-0.007
Si	9.5126	4.1548	4.8045	-0.0012	0.0018	0.0016
Si	1.3605	6.9297	4.7934	-0.0016	0.001	0.0015
Si	6.8818	6.8577	4.8007	0.0027	0.0007	-0.0053
Si	4.1248	9.6217	4.8615	-0.0002	0.0011	0.0002
Si	9.5292	9.7051	4.7028	0.0015	-0.0015	-0.007
Si	2.7203	0.1097	6.1541	0.0033	-0.0012	0.0082
Si	8.2131	0.0651	6.2166	-0.0042	0.0024	0.0004
Si	-0.0338	2.6735	5.9629	-0.0057	0.0029	0.0031
Si	5.4155	2.8956	6.192	-0.0003	-0.0026	0.0017
Si	2.696	5.6088	6.2236	-0.0009	0.0017	-0.0015
Si	8.253	5.5553	6.2781	-0.0008	-0.0009	0.0015
Si	0.0012	8.4032	6.0344	0.0009	-0.0005	0.0041
Si	5.5404	8.2342	6.1863	-0.0017	0.0014	-0.0016
Si	3.7258	1.8225	7.4449	0.0034	-0.0039	-0.0083
Si	9.8294	1.2331	7.5106	0.0022	-0.0008	0.0041
Si	1.4086	3.917	7.2546	-0.0013	0.0004	0.0076
Si	6.5382	4.4898	7.5423	0.0012	-0.0006	-0.0009
Si	4.325	6.7588	7.5742	0.0022	0.0001	0.0022
Si	9.5337	7.231	7.4547	-0.0013	0.0009	-0.0055
Si	1.118	9.921	7.4668	0.0003	-0.0008	-0.0039
Si	7.1829	9.3207	7.5148	0.002	-0.0019	0.0002
O	9.6201	6.618	23.8967	0.0009	0.0015	-0.0011
O	4.1114	1.2525	24.0063	0.0021	0.0015	-0.0006
O	8.346	8.2332	8.0499	-0.0015	0.0018	0.0017
O	2.5636	2.9174	7.8824	-0.0024	-0.0019	-0.0022
O	6.854	4.0606	23.9345	-0.0003	-0.0022	-0.0008
O	1.4617	9.4354	24.0144	-0.0011	-0.0012	-0.0016
O	5.41	5.6083	8.0789	-0.0008	0.0001	0.0007
O	-0.0016	0.0906	7.9939	0.0001	0.0018	-0.0012
H	7.073	3.8364	8.7707	-0.0006	0.0006	-0.0001
H	6.5638	9.8934	8.7445	-0.0001	0.0006	0
O	10.6492	6.848	8.6446	0.0014	-0.0018	0.0014
O	1.7292	9.2364	8.8367	0.0014	-0.0008	0.0014
O	4.2338	1.2998	8.9031	-0.0001	-0.0006	0.0049
O	0.3318	4.2926	8.452	0.0004	0.0013	-0.0013
O	9.2551	1.9833	8.8822	-0.0007	0	-0.0019
O	3.7563	7.5216	8.9346	0.0002	-0.0008	-0.0012
H	7.9417	8.3481	23.179	0	-0.0005	-0.0003
H	8.6009	2.3286	23.3051	0.0001	-0.001	-0.0003
O	5.2576	5.9699	23.0709	-0.0007	0.0011	-0.0016
O	2.2384	2.8441	23.1541	-0.001	0.0007	-0.0015
O	10.6834	0.1159	22.9258	0.0002	0.0004	-0.0028
O	0.042	4.3859	23.194	0.0005	-0.0001	0
O	3.4391	7.9119	23.2059	0.0002	0	0.0012
O	5.9088	10.3872	23.1989	-0.0002	0.0003	0.0015
Si	9.5691	9.316	14.9842	0.0001	0.0007	-0.0014
Si	2.4501	4.962	11.6017	0.0003	0.0002	0.0006
Si	0.8498	0.6976	14.6986	-0.0011	-0.0004	-0.0006
Si	10.0461	9.9333	18.8625	0	0.0003	-0.0003
Si	6.8258	0.3923	11.6596	0	-0.0001	0.0015
Si	9.5695	7.1865	12.7121	-0.0005	0.0002	0.0001
Si	2.0427	9.2036	17.9516	0.0011	0.0008	-0.002
Si	2.9708	8.7056	9.7517	-0.0011	0.0005	0.0006
Si	4.1771	2.4991	16.855	0.0005	0.0006	-0.0004
Si	4.5066	7.1559	22.2423	0.0008	-0.0002	0.0006
Si	10.8724	5.346	16.7607	-0.0002	0	-0.0007
Si	2.6164	6.3723	17.8784	0.0002	-0.0003	-0.0008
Si	0.9711	2.5578	17.2622	0.0002	-0.0002	-0.001
Si	5.7373	6.6029	16.9729	-0.0014	-0.0017	-0.0018
Si	8.5991	4.7237	11.483	-0.0003	0.0005	0.0004
Si	10.9969	5.4989	9.5091	0.0008	0.001	0.001
Si	3.099	0.112	20.2016	0.0004	0.0002	-0.0001
Si	1.6371	7.5715	12.4613	0.0008	0	-0.0002
Si	5.72	9.8867	21.6563	-0.0003	0.0001	0.0008
Si	1.3678	1.8924	11.7682	0	0.0006	0.0006
Si	0.2599	0.5543	21.4331	0.0008	0.0005	0.0004
Si	2.6944	9.4435	14.8218	-0.0005	0.0007	-0.0011
Si	8.9397	3.3081	15.5573	0.0011	0.0002	-0.0009
Si	1.0264	3.4621	22.2643	0.001	-0.0004	0.0009
Si	9.3602	1.8574	10.52	-0.0005	-0.0001	0.0014
Si	5.5819	8.7799	14.998	0.0005	-0.0001	-0.0008
Si	6.8075	8.3008	12.2869	0.0001	0.0011	0.0007
Si	3.0432	5.0655	20.4949	-0.0009	0	0.0007
Si	9.4006	1.6357	18.239	0	0.0001	-0.001
Si	7.9453	0.908	14.4307	-0.0006	-0.0001	-0.0014
Si	5.9566	4.2944	15.1207	-0.0007	0.0003	-0.001
Si	7.0062	0.9138	19.781	-0.0001	-0.0002	-0.0001
Si	5.568	5.4839	12.1153	-0.0006	0.0002	0.0009
Si	4.6619	2.6985	19.7633	-0.0001	-0.0003	-0.0006
Si	4.035	0.6114	10.357	0.0003	0.0001	-0.0002
Si	6.043	0.2767	16.7805	0	0.0007	-0.0004
Si	8.7262	7.6607	17.5989	0.0002	0.0003	-0.001
O	0.1168	1.7627	18.4375	-0.0002	0.0004	-0.0001
O	6.0161	9.6759	16.2828	-0.0003	0.0002	-0.0007
O	1.4835	5.5306	10.3623	0	0.0001	-0.0007
O	6.9545	4.9061	11.3979	0.0002	0	-0.001
O	3.397	1.6723	19.8596	-0.0001	0	-0.0005
O	7.115	7.2296	17.6884	-0.0005	-0.0001	-0.0003
O	6.9557	1.0584	13.1516	-0.0001	0.0005	-0.0003
O	5.7041	7.1256	11.9483	0.0003	0	-0.0004
O	5.4256	1.0366	11.1123	-0.0002	0.0005	-0.0006
O	10.2658	10.6669	20.3319	-0.0002	-0.0007	-0.0006
O	8.9845	8.7176	16.3777	-0.0002	0.0002	0.0007
O	1.8843	3.4555	11.9202	-0.0003	-0.0005	-0.0009
O	0.589	1.8553	15.8255	-0.0003	0.0003	0.0002
O	8.9027	2.7118	17.1058	0.0001	0.0003	0.0003
O	8.8552	3.1173	11.4465	-0.0001	0.0001	-0.0005
O	4.9443	3.0639	18.1889	-0.0004	0.0001	0.0002
O	2.3638	11.0335	14.7547	0.0001	0.0001	0
O	7.0735	1.0624	15.8006	0.0001	0.0002	0.0003
O	9.5629	5.2543	10.2639	-0.0001	0	-0.0017
O	2.5885	2.6188	17.187	0	0.0004	0.0001
O	1.4525	6.1014	16.6668	-0.0002	0.0001	0.0003
O	2.1597	7.7386	18.6337	0.0007	-0.0002	0.0002
O	5.991	2.0268	20.4113	0.0002	0.0002	-0.0003
O	9.1729	8.5305	18.9391	-0.0001	0.0003	-0.0004
O	3.6221	6.4863	21.044	-0.0006	-0.0004	-0.0007
O	0.8049	1.3561	13.2094	-0.0003	0.0002	-0.0001
O	2.1598	6.046	12.8094	-0.0003	0.0004	-0.0004
O	8.4217	1.7466	19.5676	0.0005	0.0002	-0.0003
O	1.8276	8.4966	13.7977	-0.0003	0.0001	-0.0003
O	2.6659	1.0762	11.1598	-0.0003	0.0003	-0.0003
O	9.2407	10.9821	17.8738	0.0002	0	-0.0001
O	6.9724	10.5367	20.7851	0.0006	0.0005	-0.0008
O	9.1768	2.0021	14.5478	0.0005	0.0002	-0.0004
O	11.0022	7.4706	11.9873	-0.0001	0.0002	-0.0007
O	6.7335	8.5764	13.8885	-0.0016	-0.0013	0
O	6.4712	0.3629	18.3386	0.0001	0.0001	-0.0003
O	0.3837	4.0357	17.5983	-0.0003	0.0004	0
O	9.1864	5.5741	12.7852	0.0001	0.0001	-0.0007
O	8.5434	10.3493	14.2733	0	0.001	0.0002
O	8.2637	0.6769	10.897	0.0001	0.0005	-0.0008
O	2.4507	8.1737	11.1957	-0.0002	0.0002	0.0004
O	4.2368	9.3454	14.3052	0.0005	0.0005	0.0001
O	6.5507	9.7202	11.5555	-0.0003	0	0
O	5.6075	8.2395	21.6547	-0.0002	0.0003	-0.0001
O	9.7468	7.921	14.1533	0.0001	0.0002	-0.0003
O	8.3285	7.8534	11.8861	0.0002	0	-0.0003
O	2.5226	5.1693	18.9568	-0.0003	0.0004	0.0005
O	1.7735	0.03	21.1303	-0.0005	-0.0002	-0.0005
O	1.7179	4.5255	21.2545	0.0008	0.001	-0.0009
O	10.9732	1.677	10.8207	-0.0001	0.0003	-0.0011
O	10.0181	4.5803	15.5137	-0.0001	0.0002	0.0003
O	4.2969	4.0269	20.6078	0	0.0004	-0.0003
O	5.5645	5.0181	13.7001	0.0005	0	-0.0011
O	0.4999	9.6573	18.0747	-0.0001	-0.0003	0.0001
O	4.2627	6.5305	17.6952	0.0006	-0.0006	-0.0006
O	3.9753	9.94	10.1008	-0.0003	-0.0003	-0.0009
O	2.5254	9.0073	16.3955	-0.0003	0.001	0.0003
O	2.9554	10.2672	18.7735	-0.0002	0.0003	-0.0007
O	7.4765	3.7303	14.9504	0.0002	-0.0003	0.0004
O	5.3215	7.3164	15.5844	-0.0003	0.0001	0.0029
O	10.9031	10.2777	15.0509	-0.0003	0.0004	-0.0003
O	4.3191	10.4136	21.0376	0.0001	0.0001	-0.0004
O	4.5555	0.9264	16.6391	-0.0002	0.0003	-0.0002
O	4.7082	3.2847	15.5099	0	-0.0001	0
O	9.7623	6.371	17.4267	0.0001	0.0001	-0.0001
O	0.2523	2.222	21.48	-0.0001	-0.0005	-0.0001
O	6.1738	5.1316	16.4991	0.0016	0.0035	-0.0013
O	4.1213	4.9877	11.4314	-0.0002	0.0002	-0.0009

Results
free energy: -134659.082 eV
free energy less fixed offsets of H -15.97, O -568.88, Si -635.61 eV per atom: 2.368 eV

The program warned: the cutoff lies below the one the program advises for these potential files; the exchange-correlation potential is rough where the density is thin.
